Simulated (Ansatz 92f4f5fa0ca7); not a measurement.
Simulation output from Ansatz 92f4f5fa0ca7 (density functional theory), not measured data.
Periodic cell of 256 atoms, Si144O112, from a study of silicon, its oxide and their interface. The atomic structure is a simulated model.
This geometry differs little from another in the collection (a relaxation step or a small displacement).

Settings
functional: r2SCAN
potential files: Ansatz PAW
basis: plane waves
wave-function cutoff: 800 eV
density cutoff ratio: 5
exchange-correlation grid ratio: 1
k mesh: 1 x 1 x 1, shifted by 0.5 0.5 0 of a step
self-consistency stop: 1e-10 eV per atom in the density residual
occupations: fixed
spin: none
net charge: 0

Cell vectors (angstrom)
a 10.888 0 0
b 0 10.888 0
c 0 0 36.2702

Atoms: element, x, y, z (angstrom)
Si 0.157 -0.2274 0.0546
Si 3.5523 2.4861 -0.321
Si 1.2587 6.9675 1.5366
Si 2.3328 8.4549 0.0993
Si 5.3742 0.1113 -0.0998
Si 8.0858 2.8763 0.1687
Si 6.5743 4.7098 -0.1878
Si 6.9785 6.5918 1.2494
Si 1.3273 1.1654 1.5451
Si 4.7324 3.9182 0.9886
Si -0.0548 5.6747 0.1398
Si 4.105 9.5023 1.2568
Si 6.8384 1.3004 1.367
Si 9.6783 4.0306 1.4165
Si 8.5695 7.7703 0.035
Si 9.5349 9.4558 1.3614
Si 0.0535 2.6511 2.8038
Si 2.7816 -0.1355 2.8124
Si -0.086 8.2212 2.8999
Si 2.6924 5.5848 2.705
Si 5.537 2.6552 2.7676
Si 8.1811 -0.068 2.6966
Si 5.4876 8.0364 2.5365
Si 8.2669 5.3614 2.7842
Si 1.4398 4.0764 4.0605
Si 4.0909 1.3401 4.0917
Si 1.3818 9.4881 4.1943
Si 4.125 6.8158 4.0629
Si 6.8581 4.0402 4.1296
Si 9.5267 1.3067 4.0954
Si 6.7936 9.4359 3.9942
Si 9.5131 6.7681 4.1844
Si 0.0176 0.0007 5.4856
Si 2.7579 2.7239 5.4582
Si 0.0545 5.4113 5.4619
Si 2.7626 8.1253 5.4856
Si 5.4726 -0.036 5.4034
Si 8.2015 2.6752 5.4707
Si 5.457 5.4419 5.4308
Si 8.1303 8.1535 5.4642
Si 1.3644 1.3908 6.8154
Si 4.112 4.0874 6.8135
Si 1.3816 6.7862 6.8344
Si 4.0917 9.5374 6.7979
Si 6.8287 1.3258 6.8022
Si 9.5491 4.0584 6.8073
Si 6.7643 6.8221 6.8186
Si 9.513 9.526 6.8091
Si -0.0318 2.6873 8.1935
Si 2.7439 0.0299 8.1418
Si -0.0082 8.1777 8.1605
Si 2.7099 5.4117 8.1804
Si 5.5212 2.7526 8.1512
Si 8.1551 -0.0256 8.1969
Si 5.4242 8.204 8.1945
Si 8.1517 5.4501 8.1114
Si 1.3081 4.0588 9.5188
Si 4.1649 1.3794 9.4519
Si 1.3264 9.607 9.4958
Si 4.0581 6.8147 9.4986
Si 6.857 4.1376 9.562
Si 9.4702 1.3477 9.5782
Si 6.7939 9.5495 9.5975
Si 9.4586 6.8205 9.465
Si -0.0504 0.0194 10.9467
Si 2.7786 2.7026 10.7427
Si -0.1488 5.424 10.8065
Si 2.6927 8.2239 10.7781
Si 5.5095 0.1437 10.9396
Si 8.2096 2.7869 10.9775
Si 5.456 5.5283 10.8845
Si 8.1307 8.123 10.917
Si 1.3926 1.4708 12.1468
Si 3.9908 4.1834 12.0921
Si 1.2222 6.8438 11.9852
Si 4.076 9.5963 12.0888
Si 6.7105 1.6741 12.4019
Si 9.5093 4.1343 12.443
Si 6.7432 6.8328 12.3863
Si 9.5357 9.3836 12.2937
Si 0.0482 4.1494 16.8611
Si 2.582 -0.124 13.4371
Si 1.5986 8.9464 14.6372
Si 0.7699 3.4361 13.3852
Si 7.8187 5.2927 13.8568
Si 7.83 0.5133 14.1011
Si 3.2284 7.1707 14.524
Si 5.9162 4.3984 15.4518
Si 2.3511 5.3088 13.2687
Si 1.7367 2.5131 15.3213
Si -0.1541 7.8566 13.5829
Si 5.1801 8.1835 13.5723
Si 3.7873 1.3564 14.7562
Si 10.0903 1.357 16.1413
Si 6.1896 10.5029 15.5137
Si 9.5115 6.3163 15.0464
Si 12.5129 -10.8408 30.8087
Si 0.0336 14.8306 22.2762
Si 11.3026 -5.3289 19.6689
Si 9.5581 8.0071 19.286
Si 22.1328 17.2686 31.3601
Si 12.1757 3.7087 34.5326
Si 0.8243 8.9909 22.321
Si -15.1731 -4.198 27.0143
Si 16.5448 3.4495 20.623
Si 13.384 -2.8042 31.7249
Si -1.7139 7.9524 30.2232
Si 9.3748 16.737 28.0635
Si -4.4427 -40.1446 30.9347
Si 5.5188 5.1054 33.1532
Si 6.5253 -2.0693 34.2976
Si -14.75 22.42 18.135
Si 13.1739 9.6604 19.6073
Si 9.4664 -6.7112 30.7201
Si 15.7049 26.4097 28.502
Si -4.1877 -0.544 22.3395
Si 7.7735 14.5044 22.8464
Si 31.4677 -22.0166 29.4049
Si 14.2133 6.8514 19.4061
Si 26.6223 -4.6954 16.8225
Si 26.5694 11.3737 20.3496
Si 15.3631 -26.6592 22.0573
Si 10.9247 11.8175 22.4521
Si -16.6609 2.9415 13.6903
Si -1.9653 -10.9051 20.4241
Si -1.4716 -10.8682 24.9111
Si -3.8727 -9.8831 29.2959
Si 3.2364 -0.3422 28.1669
Si -5.7293 12.8561 27.1288
Si -0.6776 -9.4304 34.8038
Si 13.2735 -4.5601 29.2942
Si 23.5733 6.2585 23.6432
Si -5.1616 -12.7904 28.8763
Si 11.1835 -1.1009 17.4149
Si 7.755 -4.3599 17.494
Si 19.6395 -2.4169 23.3012
Si 11.3212 20.6939 26.8641
Si 11.8349 -14.9981 26.5975
Si 11.2922 -19.4775 32.1614
Si 17.7838 6.3119 23.9451
Si 17.7605 12.1334 24.7144
Si -4.1591 -7.2215 17.6028
Si 14.8639 7.2359 34.0777
Si 6.5268 -14.1153 31.5354
O 13.7446 -14.1879 -6.0559
O -0.4891 -18.9141 -5.3422
O -15.1307 -12.9633 -3.5915
O 8.9149 -12.3838 -11.6507
O 8.7104 2.0014 -1.1098
O 2.8295 3.2599 -1.5551
O 6.5018 -9.0816 -8.2672
O 4.0864 -16.1285 -2.5432
O 4.2395 9.2785 -7.9699
O 27.4266 -2.7256 -5.9989
O 16.2606 5.868 -8.6292
O 22.4374 24.212 -13.7693
O 16.2621 29.5262 -1.5394
O -0.6454 -22.6441 28.037
O -2.2992 10.1497 13.395
O -0.902 -8.0756 16.8855
O -2.5333 11.4461 19.041
O 11.0936 4.3611 20.7272
O -6.136 4.5698 21.3551
O 12.8327 -0.7281 27.2851
O 5.875 14.5769 19.0216
O 25.0479 -5.0477 23.1329
O 4.8426 0.5404 15.7593
O 1.3941 -1.8733 20.8083
O 21.7589 4.9742 18.2297
O 7.9617 -6.9978 31.2118
O 12.4424 7.7941 23.1342
O 7.8203 4.9044 17.7668
O 16.5417 12.7145 25.5959
O 5.748 -4.254 22.8423
O -14.3689 2.2923 23.6455
O 7.1044 3.5257 21.3673
O 10.3751 17.7231 20.0629
O -5.1048 -23.6071 14.867
O 6.4022 -22.2533 29.2126
O 28.353 -13.6303 27.7608
O 27.1281 -0.554 21.4653
O -1.9317 1.337 14.983
O 7.7893 -10.5539 21.5259
O -16.2346 -7.1351 32.2486
O 12.5701 6.261 25.2593
O 15.2448 22.9474 35.4283
O 14.9272 -10.0334 27.447
O 9.1919 -12.4804 20.179
O 1.0353 -11.2202 22.7964
O 8.8203 9.5052 30.1336
O 44.2758 -9.6429 15.5905
O 1.5632 25.3725 16.5652
O -7.4232 5.1388 29.2231
O 6.2561 17.8621 17.075
O 8.1631 29.1139 18.8201
O 13.2704 -8.7973 36.977
O 28.1782 -4.0838 25.4114
O 8.3728 -3.9334 23.6817
O -8.0938 -3.3612 35.1085
O -1.5317 3.8525 22.6672
O 11.9537 27.5211 30.0358
O -12.0262 -10.0581 23.5574
O 18.0283 4.7334 23.825
O 26.6654 -30.6377 20.8674
O 32.5785 10.8323 25.7297
O -4.7525 10.2579 34.9194
O -1.4337 -3.5989 28.7875
O 12.1776 10.3727 18.5505
O 0.7528 5.1202 23.1325
O -7.2149 17.9232 16.1076
O -8.9348 16.916 19.6383
O -18.483 -0.0428 20.066
O -15.7913 6.2919 32.1648
O 0.9814 14.4858 32.9487
O 8.7887 -3.885 16.3406
O 10.5272 5.1712 15.6611
O 10.2786 -21.0854 20.9683
O 7.968 -14.5575 30.9643
O -8.9828 9.5883 31.6615
O 23.798 6.8288 27.8075
O 6.9247 -11.3775 16.9755
O -1.4581 -17.1267 29.1602
O -6.6685 6.0163 18.3315
O -5.0259 -17.5793 29.6486
O 4.075 -3.8976 20.8401
O 23.0736 -1.3015 35.7514
O -3.4626 19.8011 22.4769
O -11.3965 -9.5004 33.1761
O 11.765 -5.7526 35.1623
O 10.0402 43.5502 17.031
O 0.3208 2.6507 35.2878
O 10.0784 -5.5586 31.7098
O 22.9846 20.2093 16.1812
O 7.9653 5.8475 27.2734
O 31.9113 -13.1593 22.483
O 28.9614 -8.7726 17.458
O 17.2386 -10.8902 23.8203
O 0.3869 8.2787 26.3446
O 28.2476 -5.9691 34.443
O 29.9324 11.661 25.6157
O 10.6107 5.7838 27.0126
O 21.4253 -3.0839 31.05
O 1.5206 17.7996 32.3593
O 3.5924 -16.7575 37.7161
O -7.1215 18.9879 32.7142
O 16.5768 0.4435 19.0094
O 7.9416 -13.406 34.9181
O 10.4485 19.3729 18.027
O 2.7172 -21.6374 29.6229
O 9.6992 17.5809 35.7869
O 3.048 30.1631 18.9298
O 19.531 0.9774 29.2432
O 21.88 0.094 30.2701
O 4.5202 3.4107 27.4805
O 28.2604 1.8118 30.6081
O 12.5652 1.3986 31.6987

Results
free energy: -155984.884 eV
free energy less fixed offsets of O -570.45, Si -639.56 eV per atom: 2.156 eV

Forces (eV/angstrom), in the order of the atoms: element, x, y, z
Si 0.0127 -0.0054 -0.0121
Si -0.0564 -0.0171 -0.0391
Si -0.001 0.0022 -0.0038
Si 0.0022 -0.0087 -0.0424
Si 0.0045 -0.0035 -0.0433
Si 0.0101 -0.0169 -0.0288
Si -0.0007 0.0032 -0.0478
Si -0.0119 -0.0013 0.0023
Si 0.0333 0.0193 -0.0346
Si 0.0135 0.0225 0.0053
Si 0.0088 0.0009 -0.0406
Si -0.007 -0.0001 0.0024
Si -0.0047 -0.0003 0.004
Si -0.0018 0.0082 -0.0002
Si 0.003 -0.0037 -0.046
Si 0.003 -0.0028 0.0102
Si -0.0025 0.0021 0.0029
Si 0.0104 0.0043 -0.0044
Si 0.0005 0.0002 0.0015
Si 0.0034 -0.0039 -0.013
Si 0.0039 -0.006 -0.0003
Si -0.0033 -0.0025 -0.0056
Si 0 0.0012 0.0037
Si 0.0026 -0.0021 0.001
Si -0.0034 -0.0048 -0.0001
Si 0.0044 -0.0043 0.0015
Si -0.0043 -0.0011 -0.0015
Si 0.0009 0.0009 0.0022
Si -0.0033 0.0037 -0.0017
Si -0.0008 0.0011 0.0016
Si -0.0033 -0.001 0.0005
Si 0.0013 -0.0017 0.0026
Si -0.0023 0.0008 -0.0013
Si -0.0039 -0.0024 -0.0035
Si 0.0024 0.0017 -0.0014
Si 0.0023 -0.0034 -0.0016
Si -0.0002 -0.0027 -0.0009
Si -0.0033 -0.0049 -0.0015
Si 0 -0.0007 0.0032
Si -0.0014 0.0017 0
Si -0.0001 0.0003 -0.0004
Si 0 0.0023 -0.0023
Si -0.001 0.0002 0.0015
Si 0.005 0.0031 0.0003
Si 0.001 0.0014 -0.0016
Si -0.0004 -0.0011 0.0022
Si -0.0072 -0.0003 -0.0009
Si 0.0011 0.0015 -0.0019
Si -0.0016 -0.0024 0.0005
Si -0.0027 0.0002 -0.0031
Si -0.0003 0.0017 0.0013
Si -0.0001 -0.0049 0.0004
Si -0.0011 0.0042 -0.0012
Si -0.0009 -0.0003 0.001
Si -0.0004 -0.0017 -0.0005
Si -0.0011 0.0024 -0.0004
Si 0.0017 0.0056 0.0035
Si -0.0012 -0.0029 -0.0002
Si -0.0056 0.0036 0.0004
Si -0.0052 0.0016 -0.0003
Si -0.0025 -0.0155 0.0004
Si 0.0032 0.0046 -0.0004
Si -0.0059 -0.0015 0.0027
Si 0.0068 -0.0032 -0.0006
Si 0.0027 -0.005 0.0035
Si -0.0007 0.0001 0.0056
Si -0.0063 -0.0077 0.0016
Si 0.0058 -0.0031 0.0011
Si 0.0068 0.0039 0.0054
Si -0.0028 0.0052 -0.0068
Si 0.0001 -0.0011 -0.0039
Si -0.0058 0.0075 -0.003
Si 0.0044 0.0018 0.0073
Si 0.0031 0.0017 0.0121
Si -0.0022 0.0027 0.0109
Si -0.0123 -0.0001 -0.0019
Si -0.0086 -0.0008 0.0025
Si 0.0009 0.0089 -0.0039
Si -0.0076 -0.0136 0.0066
Si -0.0026 0.0036 0.0183
Si -0.006 0.0155 0.0863
Si -0.001 0.0073 -0.0032
Si -0.0065 0.004 0.054
Si -0.0127 -0.0007 0.0018
Si 0.0016 -0.01 0.0153
Si 0.0002 0.0137 0.0209
Si 0.022 0.0121 0.0916
Si 0.0511 -0.0432 -0.1377
Si -0.0058 -0.0027 -0.016
Si -0.0087 -0.0084 0.0442
Si -0.0016 -0.0052 -0.0065
Si 0.0188 -0.0029 0.0311
Si 0.0226 -0.0265 0.0198
Si 0.0016 -0.0096 0.0525
Si 0.0071 0.0103 0.042
Si -0.0141 -0.0099 0.0643
Si 0.0025 -0.0095 -0.0753
Si -0.0033 -0.0089 0.0654
Si 0.0038 -0.0048 0.0938
Si 0.0058 0.0062 0.0825
Si -0.011 0.0064 -0.0621
Si -0.0072 -0.0063 -0.0826
Si -0.0103 -0.0032 0.0624
Si 0.0014 -0.0022 -0.0162
Si 0.0007 0.0011 0.0828
Si -0.0234 0.0034 -0.0759
Si 0.0074 0.008 -0.0537
Si 0.0012 0.0019 -0.0344
Si 0.0153 -0.0143 -0.0835
Si -0.0034 -0.0017 -0.1203
Si -0.0194 -0.0185 -0.138
Si -0.0058 -0.007 0.1162
Si 0.0081 -0.0004 0.0809
Si -0.0099 0.0162 -0.062
Si -0.0097 0.0016 -0.0423
Si 0.0027 -0.0114 0.0616
Si 0.0035 -0.0032 0.0563
Si -0.0042 -0.0034 -0.0456
Si -0.0085 0.0095 0.0684
Si 0.0244 0.0388 0.1859
Si -0.0138 -0.001 0.0813
Si 0.0058 -0.0028 0.0643
Si 0.0018 0.0062 0.0595
Si 0.0249 -0.0149 0.0071
Si 0.0127 0.0041 0.0974
Si 0.0007 0.0007 0.0212
Si -0.0042 -0.0028 -0.0457
Si 0.0066 0.0046 -0.0394
Si -0.0073 -0.0018 -0.013
Si 0.0141 0.0118 -0.0796
Si 0.0103 -0.0112 -0.0505
Si -0.003 -0.0024 0.0511
Si -0.0005 0.0137 -0.0514
Si -0.0069 -0.0053 0.1012
Si -0.0197 0.0052 0.0581
Si -0.0054 -0.0022 0.0401
Si 0.0042 0.0023 -0.0137
Si -0.0064 0.0017 -0.0089
Si 0.0106 -0.0068 -0.1134
Si 0.0047 -0.0008 0.0283
Si -0.0019 0.0029 0.0254
Si -0.0434 0.0661 0.159
Si 0 0.0021 -0.0953
Si 0.0164 0.0001 -0.0928
O 0.0006 0.0109 0.0392
O 0.0155 -0.0128 0.04
O -0.0019 0.0155 0.0471
O -0.0005 -0.0069 -0.0165
O -0.0269 0.016 0.0432
O 0.0284 -0.0144 0.0559
O 0.007 -0.0036 0.0213
O -0.0019 0.0034 0.0424
O 0.0046 -0.0012 0.0156
O 0.0074 -0.0154 0.0482
O -0.0026 -0.0024 0.0107
O -0.006 0.0009 -0.0183
O 0.0111 0.009 0.0308
O -0.0051 0.0087 0.0254
O 0.0137 -0.0152 -0.0237
O -0.0016 -0.0134 -0.0274
O -0.0244 0.0103 -0.0556
O 0.0029 0.021 -0.0595
O 0.0042 -0.0077 -0.031
O 0.0029 -0.0002 0.0102
O 0.0221 -0.0112 -0.064
O 0.0103 0.0002 -0.0238
O -0.0268 0.0214 -0.0176
O 0.0134 0.0051 -0.0569
O -0.0086 -0.0256 -0.0742
O -0.0036 -0.0014 0.0246
O -0.003 0.0087 -0.0193
O -0.0167 -0.0303 -0.0481
O 0.0062 -0.0005 -0.0033
O -0.0168 -0.0048 -0.0259
O 0.0043 0.0109 -0.0221
O -0.0193 -0.0027 -0.0403
O -0.0073 0.0049 -0.0342
O -0.0008 -0.0179 -0.0228
O 0.001 -0.0022 0.0143
O -0.0037 0.0049 0.0102
O -0.0139 0.0108 -0.0379
O -0.0099 -0.002 -0.0185
O 0.0161 -0.0003 -0.0464
O -0.0117 0.0206 0.0585
O 0.0001 0.0009 0.0007
O -0.003 0.0202 0.0462
O 0 -0.0054 0.0112
O 0.0007 -0.0126 -0.0395
O -0.0003 -0.0066 -0.0235
O 0.0004 -0.0086 0.0207
O 0.0314 0.0185 -0.0437
O 0.0129 -0.0214 -0.0406
O -0.0043 0.0059 0.0151
O -0.0464 -0.0309 -0.0585
O -0.0174 -0.0127 -0.04
O 0.0119 -0.0151 0.0075
O 0.0013 -0.0016 -0.012
O 0.0013 0.0054 -0.0125
O -0.0171 0.0167 0.055
O 0.0054 0.0047 -0.0197
O -0.0066 0.0092 0.0314
O 0.0106 -0.0013 -0.0291
O 0.0005 -0.0043 -0.0167
O 0.0017 -0.0083 -0.0294
O -0.0028 -0.0043 -0.0008
O -0.0159 0.0262 0.0516
O -0.0103 0.0078 0.0341
O -0.0267 -0.0006 -0.0514
O -0.0071 -0.0081 -0.0199
O 0.0243 -0.033 -0.1098
O 0.0005 0.0004 -0.0214
O -0.0079 -0.0093 -0.0284
O -0.011 -0.0156 0.0509
O 0.0121 0.0112 0.0648
O 0.0269 -0.0034 -0.0687
O -0.0153 0.0259 -0.0339
O -0.0213 -0.011 -0.0418
O -0.0216 0.0033 0.0353
O 0.0021 -0.0083 0.0281
O 0.007 -0.0024 0.0184
O -0.0194 0.0012 -0.0618
O 0.0016 -0.0124 0.0363
O -0.0048 0.0174 -0.0617
O 0.0109 -0.0078 0.0438
O -0.0089 0.0106 -0.0486
O -0.0107 0.0119 0.0124
O -0.0047 0.0082 -0.0201
O -0.0181 -0.0148 0.0832
O -0.0172 0.0176 0.0493
O 0.0046 0.0192 -0.0316
O -0.0063 -0.0114 0.0371
O 0.0057 0.0017 0.0244
O 0.0202 -0.0184 -0.0736
O 0.005 0.0003 0.0005
O 0.0092 0.0036 -0.0238
O -0.0232 0.0511 -0.0658
O 0.0024 -0.008 -0.0266
O 0.0027 -0.0016 0.0027
O 0.0144 -0.0105 0.0881
O 0.0004 -0.0015 -0.0086
O -0.0034 0.0006 0.0112
O 0.0126 -0.0121 0.0263
O 0.0097 0.0008 0.0282
O 0.0052 0.0034 0.0159
O 0.0219 -0.009 0.0644
O 0.0412 0.0035 -0.0657
O 0.0205 -0.005 0.044
O 0.0111 0.0147 -0.0503
O -0.0161 0.0033 0.0409
O -0.0001 0.008 0.0287
O 0.0008 -0.0017 -0.0244
O 0.0024 0.0016 0.0159
O 0.018 0.0074 0.0274
O 0.0037 0.0094 0.0139
O -0.0037 0.0134 0.0336
O -0.0095 0.0205 0.0408

The program warned: the cutoff lies below the one the program advises for these potential files; the forces do not sum to zero within the program's tolerance; empty levels may hold ghost states of the PAW files; the exchange-correlation potential is rough where the density is thin.
